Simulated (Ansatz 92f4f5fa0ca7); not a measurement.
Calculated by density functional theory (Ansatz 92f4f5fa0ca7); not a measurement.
Periodic cell of 225 atoms, Si132O91B2, from a study of silicon, its oxide and their interface. The atomic structure is a simulated model.
Doubt: the cutoff is far below the 930 eV that the study's wrapper takes by default for these files, so forces and energies are approximate.

Settings: functional PBE; potential files Ansatz PAW; basis plane waves; wave-function cutoff 580 eV; density cutoff ratio 5; exchange-correlation grid ratio 1; k mesh 1 x 1 x 1, Gamma-centred; self-consistency stop 5e-08 eV per atom in the density residual; occupations fixed; spin none; net charge 0.

Cell vectors (angstrom)
a	10.938	0	0
b	0	10.938	0
c	0	0	31.9494

Atoms and the computed forces on them: element, x, y, z (angstrom), force x, y, z (eV/angstrom)
B	11.1009	-0.5178	24.609	0.1953	0.1552	-0.5806
Si	5.2073	0.2342	24.7227	-0.2179	-0.2487	0.0538
Si	2.7847	2.2339	24.5748	0.1674	0.3021	0.0175
B	8.0845	2.9749	24.8474	0.024	0.4	-0.6845
Si	10.6668	5.5359	24.3853	0.2629	0.3499	-0.0461
Si	5.1514	5.5968	24.4969	-0.0319	0.1159	0.3255
Si	3.0087	7.9881	24.4533	0.1549	-0.1612	0.3012
Si	8.4999	7.9238	24.4446	-0.3282	-0.3917	0.0397
Si	1.216	0.9607	25.7457	0.033	0.0444	-0.1324
Si	6.9583	1.5085	25.7433	-0.2347	-0.2731	-0.09
Si	3.9664	3.9817	25.7852	0.0399	-0.0499	-0.0769
Si	9.5817	3.9501	25.8098	0.0239	-0.1512	0.0456
Si	1.3354	6.7819	25.6917	-0.0679	0.077	-0.0448
Si	6.8547	6.7538	25.7496	0.0541	-0.1102	-0.0361
Si	4.0669	9.5261	25.9673	0.0126	0.1121	-0.0379
Si	9.6534	9.5582	25.72	-0.3554	-0.0542	0.0457
Si	2.6372	-0.1193	27.2823	0.1206	-0.0819	0.1137
Si	8.2517	0.0191	27.0902	-0.1783	-0.2143	-0.1519
Si	0.0349	2.5637	27.1258	0.124	0.1752	-0.1586
Si	5.4788	2.7294	27.1462	-0.1683	0.1138	0.1266
Si	2.6704	5.4224	27.1257	0.0171	-0.0238	0.0729
Si	8.2137	5.3687	27.1497	-0.088	0.2633	0.0791
Si	0.0245	8.1856	27.1305	0.0565	-0.2781	0.1111
Si	5.5437	8.1556	27.1746	-0.055	-0.0568	0.0682
Si	4.0911	1.3391	28.4968	-0.0268	-0.0511	0.1044
Si	9.5616	1.3308	28.5122	0.0334	0.0503	0.2891
Si	1.3566	4.0194	28.5008	-0.0513	0.0808	-0.001
Si	6.8134	4.0865	28.5515	0.053	-0.0582	-0.0777
Si	4.0953	6.7885	28.4884	0.0244	0.0858	0.0447
Si	9.5746	6.8	28.478	-0.08	0.0044	0.0953
Si	1.3094	9.4771	28.641	0.0471	0.1405	-0.2348
Si	6.8921	9.5841	28.4978	-0.0924	-0.0699	0.0017
Si	-0.0212	-0.0131	29.9153	0.0043	0.0757	0.0944
Si	5.4813	-0.0128	29.8761	-0.0311	0.0252	-0.0183
Si	2.7508	2.7238	29.8933	0.0612	-0.0748	-0.0423
Si	8.2011	2.7216	29.8849	0.007	0.0076	0.0845
Si	-0.0001	5.4349	29.8718	0.0747	0.0724	-0.0234
Si	5.4589	5.4641	29.8983	-0.007	0.0411	0.04
Si	2.7546	8.1624	29.9095	0.1133	-0.1098	0.0635
Si	8.2249	8.1962	29.8783	0.033	-0.0791	-0.0368
Si	1.3673	1.3673	31.2657	0.0992	0.0221	-0.1005
Si	6.8362	1.3673	31.2657	0.0425	-0.036	-0.1027
Si	4.1018	4.1018	31.2657	-0.0267	-0.0595	0.0168
Si	9.5708	4.1018	31.2657	-0.0977	-0.1189	-0.1191
Si	1.3673	6.8362	31.2657	0.0196	-0.3181	-0.0825
Si	6.8362	6.8362	31.2657	0.0635	0.1137	-0.1817
Si	4.1018	9.5708	31.2657	0.1164	-0.059	-0.1331
Si	9.5708	9.5708	31.2657	-0.1645	-0.1568	0.1324
Si	2.7345	0	0.6835	0.0425	0.1217	0.0032
Si	8.2035	0	0.6835	-0.0347	0.0627	-0.1305
Si	0	2.7345	0.6835	0.064	0.1081	0.0414
Si	5.469	2.7345	0.6835	-0.0284	0.0685	0.1006
Si	2.7345	5.469	0.6835	-0.0689	-0.0072	-0.0535
Si	8.2035	5.469	0.6835	0.0258	0.1381	-0.0316
Si	0	8.2035	0.6835	-0.0041	0.0766	0.1277
Si	5.469	8.2035	0.6835	0.0457	0.1241	0.1096
Si	4.0956	1.378	2.0648	-0.0074	-0.0005	0.017
Si	9.592	1.3489	2.0419	0.0645	-0.0364	-0.0282
Si	1.3516	4.1386	2.0551	-0.0626	0.0222	0.002
Si	6.8277	4.1355	2.0458	-0.0975	0.0388	-0.041
Si	4.0861	6.845	2.0438	0.0069	0.0338	-0.0115
Si	9.5726	6.8383	2.0659	0.0242	0.0055	0.0131
Si	1.3636	9.6025	2.056	-0.0696	-0.0218	-0.0219
Si	6.8307	9.6151	2.0466	-0.1063	0.0026	-0.0068
Si	0.024	0.0293	3.4777	-0.0105	-0.0005	-0.0821
Si	5.4758	0.0323	3.4572	0.0267	0.0298	-0.0645
Si	2.7008	2.7681	3.3992	0.1064	-0.0097	0.0323
Si	8.2538	2.7777	3.3248	-0.0739	-0.0291	0.1899
Si	0.0246	5.515	3.4847	-0.0389	-0.0286	-0.1047
Si	5.4618	5.5239	3.428	0.0535	-0.0382	-0.0038
Si	2.7255	8.2346	3.393	0.053	-0.0056	0.0618
Si	8.239	8.2926	3.3783	-0.0312	-0.135	0.0682
Si	1.365	1.4504	4.8399	0.047	0.0229	0.0459
Si	6.9036	1.4719	4.724	0.0485	0.0549	-0.0271
Si	4.05	4.1513	4.7573	-0.0061	-0.0275	-0.0111
Si	9.5894	4.0767	4.7779	0.0067	0.0034	0.0001
Si	1.3572	6.9697	4.8425	0.0596	0.0292	0.0336
Si	6.8323	6.9859	4.7254	0.0403	0.0585	-0.027
Si	4.0833	9.5704	4.7869	-0.0042	-0.0296	0.0104
Si	9.6146	9.5732	4.8385	0.0095	0.0164	0.0391
Si	2.7549	0.0389	6.1344	-0.0315	-0.0228	-0.0044
Si	8.2912	0.119	6.0891	-0.0016	0.0132	-0.0094
Si	0.0104	2.7958	6.3006	-0.0266	-0.0146	-0.0013
Si	5.5091	2.8379	6.0675	0.008	0.0124	-0.0105
Si	2.7498	5.5931	6.1399	-0.0153	-0.0099	-0.0072
Si	8.2478	5.5982	5.9547	-0.001	0.001	-0.0102
Si	0.0437	8.3047	6.3699	-0.0123	-0.0153	0.008
Si	5.4932	8.3019	6.218	-0.0005	-0.0093	-0.0109
Si	4.4184	1.1837	7.3235	0.0231	-0.0068	0.0183
Si	9.8063	1.1485	7.6197	0.0192	-0.0113	-0.0163
Si	1.1717	4.4975	7.4989	-0.0013	0.0324	0.0221
Si	6.6395	4.5421	7.2456	-0.0221	-0.0162	-0.0177
Si	4.3215	6.7059	7.5388	0.0096	-0.0067	0.0125
Si	9.7226	6.6117	7.4996	0.0178	-0.0071	-0.0025
Si	1.2787	9.9395	7.6976	-0.0034	0.0248	0.0276
Si	6.7156	9.9649	7.4052	-0.0183	-0.0048	0.0146
O	4.1197	6.8178	24.1022	-0.0307	0.0157	-0.1952
O	4.0659	1.2805	24.1116	-0.0018	-0.0167	-0.206
O	9.5609	6.7206	23.9757	0.0206	0.0007	-0.2211
O	-0.0376	5.536	8.009	0.0198	0.0032	0.0039
O	5.5665	0.1268	7.9057	-0.0018	-0.0027	-0.0022
O	0.0674	0.0867	8.1422	0.006	0.0007	0.0028
O	5.5312	5.611	7.8781	-0.0158	0.0166	0.0159
O	7.5978	3.9541	8.4326	0.0053	0.0073	0.0109
O	8.727	7.0455	8.7662	-0.0096	0.0051	0.0043
O	2.1765	9.4557	9.0395	-0.0004	-0.0027	-0.0042
O	8.8898	1.6734	8.923	-0.0108	0.0118	0.0174
O	7.6082	9.4655	8.705	0.0079	0.0008	0.0119
O	3.599	1.8181	8.5962	-0.0053	0.0092	0.0242
O	3.5835	7.2244	8.9462	-0.008	0.0151	0.0307
O	2.0528	4.0024	8.8156	0.0038	-0.0047	0.0004
O	7.8512	3.5825	23.6384	0.2766	0.0316	0.4956
O	0.4244	4.9207	22.9865	-0.0308	-0.0857	-0.0522
O	1.957	2.7763	23.2563	-0.0687	-0.0635	-0.024
O	5.6472	4.9472	23.0622	0.1951	-0.174	-0.2117
O	5.6366	10.0807	23.5617	0.0048	0.0194	-0.0092
O	2.6029	8.6128	22.9734	-0.2295	0.1974	-0.2342
O	0.4163	9.9552	23.3327	-0.0878	-0.0414	0.5066
O	7.8275	8.5813	23.071	0.0834	0.0654	-0.0189
Si	8.6505	7.6959	18.4983	-0.0231	0.0252	-0.0285
Si	8.7821	6.3516	13.6423	-0.0082	-0.002	-0.0423
Si	3.7964	1.5337	14.7475	0.0008	0.0051	-0.0437
Si	2.1282	5.7317	17.6457	0.0134	-0.0339	-0.0651
Si	2.3854	3.1248	19.5127	0.004	0.0366	0.0103
Si	9.8102	9.0262	12.0898	0.0006	-0.0028	-0.0337
Si	1.424	9.3614	22.1371	0.1747	-0.0135	-0.0711
Si	9.1712	0.9578	13.2186	-0.0073	0.0064	-0.0468
Si	1.4144	5.0484	13.0417	0.011	0.0003	-0.0416
Si	1.7907	8.2501	12.8277	0.0056	-0.012	-0.05
Si	6.7061	9.5936	22.4528	-0.0365	-0.0091	0.0847
Si	4.528	4.5966	15.728	0.0051	-0.004	-0.0529
Si	8.2051	3.0135	9.5868	-0.004	-0.0072	-0.0256
Si	0.842	8.2214	19.3158	-0.0333	-0.0007	-0.1441
Si	6.9625	1.3702	21.1118	0.0386	-0.1313	-0.0611
Si	8.2207	8.3112	9.678	-0.0032	0.001	-0.0327
Si	10.8815	5.1969	15.6265	0.0058	0.0052	-0.0555
Si	7.5675	9.4849	16.348	0.0053	0.0133	-0.0415
Si	9.9341	2.0563	20.3459	0.0468	0.0179	-0.0359
Si	3.213	8.5104	9.9216	0.0117	-0.0056	-0.0452
Si	6.683	3.3737	17.4667	-0.0066	-0.0087	-0.0588
Si	1.1464	0.1863	19.8636	-0.0968	0.0709	-0.1849
Si	3.2299	2.8113	12.308	0.0139	-0.0012	-0.0403
Si	7.1951	5.4066	19.7682	0.0001	0.0102	-0.1046
Si	5.7446	8.6607	11.5559	-0.0001	-0.003	-0.0402
Si	5.7814	6.0639	13.2101	0.0021	0.002	-0.0426
Si	4.6313	9.7036	17.6542	0.0144	0.0031	-0.047
Si	1.0094	3.5888	22.2148	0.0465	0.0072	0.138
Si	4.8891	1.4882	18.837	0.0221	-0.0025	-0.0374
Si	3.1851	3.0766	9.5231	0.0181	0.0043	-0.0326
Si	6.4517	10.8022	13.8142	-0.0006	0.0056	-0.0454
Si	10.344	0.1175	15.9969	0	-0.0072	-0.0487
Si	5.6545	3.6511	11.159	0.0044	-0.0043	-0.0372
Si	9.8345	3.89	11.9169	-0.0015	-0.003	-0.0337
Si	2.3401	9.9205	15.5666	0.0024	0.0024	-0.0547
Si	6.0696	8.1495	19.8575	0.0128	0.0371	-0.0051
Si	6.8125	4.0008	22.442	-0.1928	-0.0219	-0.0648
Si	9.7582	2.7832	17.4163	0.006	0.0041	-0.0317
O	7.1916	6.3733	13.9816	0.0081	0.0004	0.0226
O	1.873	7.0354	18.7056	-0.0189	0.0546	0.0804
O	10.287	4.0308	16.5534	-0.0068	-0.0121	0.0254
O	6.1639	9.9494	17.0798	-0.0141	-0.0002	0.0221
O	10.1463	0.7021	14.4914	0.0149	-0.0062	0.0493
O	8.4295	6.1204	18.9397	-0.0125	-0.031	0.0437
O	5.1689	0.6728	14.4459	-0.0036	-0.0005	0.0229
O	5.7057	2.079	17.5636	-0.0131	-0.006	0.03
O	8.3439	1.9958	20.5702	-0.0461	0.034	-0.0095
O	1.9858	4.2723	18.4039	-0.0055	-0.0134	0.0166
O	6.9565	2.7976	10.6406	-0.005	0.0018	0.0196
O	4.8653	2.7017	12.2244	-0.0056	-0.0045	0.0219
O	6.0275	4.4034	16.3808	0.0155	-0.0111	0.0348
O	4.5529	3.9146	9.9449	0.0039	0.0007	0.0183
O	10.6703	2.7243	21.6477	-0.0409	-0.0082	-0.0003
O	9.7148	6.1496	14.9814	0.0137	-0.0089	0.0357
O	6	6.5145	19.9293	0.0246	-0.0594	0.0356
O	4.0852	0.1725	18.3057	-0.0114	0.0107	0.0215
O	9.2579	10.5487	12.2927	0.0015	0.0049	0.0221
O	2.8468	4.3534	12.7194	-0.0028	0.0046	0.0223
O	1.8845	10.6914	21.2751	-0.0187	-0.0688	0.134
O	3.9675	2.7089	19.4287	-0.0019	0.0003	0.0127
O	0.7285	10.047	15.9908	-0.0052	-0.002	0.0222
O	1.2651	9.7841	18.8926	0.0125	-0.0121	0.0701
O	1.6955	1.6343	19.3177	0.0102	-0.0215	0.0118
O	8.9375	10.3795	16.5171	-0.0029	-0.0041	0.0182
O	4.8705	8.5903	18.8332	-0.0031	-0.0149	0.0269
O	9.5636	8.7551	10.4968	0.0078	0.0036	0.0281
O	6.7067	4.1209	18.9119	0.0048	0.0354	0.0942
O	2.842	1.7167	13.421	0.0014	-0.0119	0.0278
O	5.8321	8.8318	21.3095	-0.0142	-0.0122	-0.0082
O	2.5358	2.4434	10.8848	-0.0024	-0.004	0.0231
O	7.5838	4.8366	21.2575	0.0197	-0.086	0.1583
O	5.2035	7.4684	12.5631	0.0008	-0.0091	0.022
O	0.4289	9.0622	12.5066	0.0022	0.0009	0.0171
O	7.5801	1.0426	13.6025	-0.0033	-0.0038	0.0214
O	7.1054	9.6167	14.7737	0.0114	-0.0114	0.0441
O	8.9712	5.0246	12.7056	-0.0017	0.0113	0.0261
O	8.0946	8.0289	16.9623	0.0091	-0.0156	0.0281
O	6.2067	2.5669	21.9351	-0.0074	0.035	0.0348
O	2.4474	9.0611	14.1296	0.0053	0.0172	0.046
O	0.418	4.4808	11.8787	0.0048	0.0023	0.0205
O	0.8405	8.2898	20.9908	-0.0092	0.076	0.1659
O	9.3821	3.8198	10.3604	0.0106	0.0051	0.0244
O	9.6474	2.379	12.5493	0.0006	-0.0112	0.0195
O	7.6144	8.5773	19.4354	0.0094	-0.0091	0.0078
O	2.5491	8.1682	11.3774	-0.0119	0.0011	0.0379
O	3.9886	3.0518	15.3894	0.0057	0.007	0.0263
O	0.8264	4.484	14.4545	-0.0142	-0.0011	0.0456
O	10.0962	2.9956	19.0059	-0.0068	-0.0052	0.014
O	9.1438	7.7963	12.9551	-0.0009	-0.0109	0.0224
O	10.4925	0.5237	20.1334	0.0264	-0.0319	0.0119
O	6.0253	5.0347	11.9427	0.0017	0.0142	0.0278
O	8.1503	2.7721	17.1026	0.0078	-0.0033	0.0178
O	3.5265	5.473	16.7418	-0.0187	0.0093	0.0364
O	4.6636	9.1302	10.3998	0.0086	-0.0003	0.0268
O	1.5264	6.6701	13.1904	-0.0001	-0.0055	0.0186
O	4.7619	5.4804	14.3588	-0.008	-0.0102	0.0385
O	1.9776	3.854	20.9207	0.0313	-0.0016	-0.0331
O	10.5293	1.4087	16.981	0.0003	0.0151	0.031
O	0.9403	6.0659	16.5715	0.0128	0.002	0.0375
O	7.4101	10.9705	21.9242	0.0081	0.0296	0.0149
O	5.938	0.9221	19.9429	0.0077	0.0166	0.0523
O	6.0732	10.0124	12.426	0.0048	0.0144	0.0313
O	2.8464	0.5425	15.6162	-0.0056	-0.0131	0.0231
O	7.0474	8.006	10.784	-0.0104	0.0028	0.0185
O	10.2386	8.0021	18.7527	0.0433	-0.0071	0.0355
O	3.443	9.1986	16.6038	0.0125	-0.0072	0.0395

Results
free energy: -135978.195 eV
free energy less fixed offsets of B -154.04, O -568.88, Si -635.61 eV per atom: -1.515 eV

The program warned: the cutoff lies below the one the program advises for these potential files; the exchange-correlation potential is rough where the density is thin.
